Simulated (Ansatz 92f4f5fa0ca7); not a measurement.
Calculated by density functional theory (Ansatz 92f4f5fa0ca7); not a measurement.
Periodic cell of 179 atoms, Si99O80, from a study of silicon, its oxide and their interface. The atomic structure is a simulated model.

Settings
functional: PBE
potential files: Ansatz PAW
basis: plane waves
wave-function cutoff: 700 eV
density cutoff ratio: 5
exchange-correlation grid ratio: 2
k mesh: 2 x 2 x 1, shifted by 0.5 0.5 0.5 of a step
self-consistency stop: 5e-08 eV per atom in the density residual
occupations: Fermi-Dirac, 0.05 eV
spin: none
net charge: 0

Cell vectors (angstrom)
a, 11.5983, 0, 0
b, 0, 11.5983, 0
c, 5.0738, 5.5261, 24.4401

Atoms and the computed forces on them: element, x, y, z (angstrom), force x, y, z (eV/angstrom)
Si, 1.0616, -0.2677, 2.4344, 0.4075, 0.1863, 0.0266
Si, -1.0402, 3.5664, 2.4431, 0.1038, -0.1855, 0.1338
Si, 2.6828, 4.7126, -3.8824, -0.06, 0.0142, -0.0312
Si, 4.1349, 0.2173, -2.4455, 0.2148, 0.13, -0.2642
Si, 3.0833, 3.7102, 1.2763, -0.4234, -0.5058, 0.0258
Si, 3.2368, 6.2335, 1.0526, -0.1833, 0.5268, -0.5495
Si, 8.1075, -0.6751, 0.1102, 0.0573, 0.1685, -0.0128
Si, 6.9056, 5.7363, 0.9433, -0.0543, 0.0596, -0.3182
Si, 8.5549, 7.8451, -0.3297, 0.3028, 0.0976, -0.2277
Si, 1.3328, 7.278, 2.3516, 0.1909, -0.0567, 0.0608
Si, 1.3222, 3.5274, 2.7714, -0.1765, -0.1324, -0.1504
Si, 3.5825, 6.8404, -2.1146, 0.0213, 0.0648, -0.2131
Si, 5.633, -0.2844, 2.2046, 0.0564, -0.0355, -0.3622
Si, 5.2252, 3.6921, 2.1847, 0.3068, 0.2194, 0.0555
Si, 5.3277, 7.0203, 2.2114, -0.1044, 0.1424, 0.342
Si, 10.2575, -0.3051, 2.3957, -0.48, -0.0614, -0.2593
Si, 9.6166, 4.1946, 0.4165, 0.2456, -0.1861, -0.3772
Si, 10.4189, 7.4497, 2.3749, -0.2654, -0.0371, -0.3662
Si, 1.7, 1.5328, 3.9287, -0.0689, -0.1661, 0.0186
Si, 1.6822, 5.5146, 3.9285, 0.0547, 0.0008, 0.1027
Si, 1.7512, 9.3255, 3.5838, -0.1181, 0.0498, -0.1242
Si, 5.7581, 1.7127, 3.4919, -0.0647, -0.0709, 0.2983
Si, 5.5641, 5.3597, 3.8032, -0.2134, 0.0293, 0.313
Si, 5.641, 9.2017, 3.3515, -0.0551, -0.0589, 0.066
Si, 9.7161, 1.6458, 3.6517, 0.1232, 0.033, -0.0083
Si, 9.7653, 5.4816, 3.5959, 0.3057, -0.0379, 0.3943
Si, 9.7736, 9.3494, 3.6544, 0.0251, 0.1662, -0.0176
Si, -0.187, 1.6042, 5.3302, 0.1604, 0.0039, 0.1115
Si, -0.1765, 5.4866, 5.3338, -0.1465, 0.0474, 0.0228
Si, -0.047, 9.4147, 5.1813, 0.0375, 0.0564, 0.1053
Si, 3.8067, 1.6056, 5.027, -0.0244, 0.0723, -0.0175
Si, 3.6609, 5.3827, 5.1729, 0.0528, 0.002, 0.1326
Si, 3.7681, 9.3152, 4.8401, 0.0071, 0.0129, 0.0429
Si, 7.6793, 1.6995, 4.9112, 0.1286, -0.0984, 0.1193
Si, 7.7029, 5.4659, 4.8303, 0.0141, 0.0269, -0.0364
Si, 7.6504, 9.2894, 4.7264, 0.0186, -0.0064, 0.0296
Si, -0.1146, -0.3211, 6.6895, -0.0476, -0.0359, 0.0982
Si, -0.1599, 3.534, 6.7145, 0.0032, -0.166, -0.0869
Si, -0.1007, 7.4951, 6.5227, 0.0081, -0.0239, -0.0246
Si, 3.8144, -0.3951, 6.3282, 0.0785, 0.1056, 0.0917
Si, 3.641, 3.4672, 6.5722, 0.0095, -0.0897, -0.0165
Si, 3.7434, 7.4343, 6.2809, 0.0325, -0.0289, 0.1116
Si, 7.65, -0.3994, 6.1872, 0.0745, 0.2218, -0.0139
Si, 7.6694, 3.654, 6.3149, 0.0334, -0.1175, -0.0177
Si, 7.7131, 7.4149, 6.1649, 0.0027, 0.023, 0.178
Si, 1.9847, -0.3512, 7.8917, -0.0334, -0.1109, -0.342
Si, 1.757, 3.4459, 8.1381, 0.0307, 0.1159, -0.1124
Si, 1.8873, 7.4364, 7.746, 0.1601, 0.043, -0.1113
Si, 5.7854, -0.4075, 7.6731, -0.0168, -0.1729, -0.2246
Si, 5.7282, 3.5259, 7.695, 0.0178, 0.1663, -0.1371
Si, 5.7641, 7.4001, 7.4905, -0.0216, -0.0947, -0.2841
Si, 9.3777, -0.3104, 7.8867, 0.0495, 0.0014, -0.0055
Si, 9.4308, 3.6759, 7.931, -0.0986, 0.1032, -0.0526
Si, 9.5188, 7.4952, 7.7682, -0.1795, 0.1004, -0.0475
Si, 1.9028, 1.4085, 9.4628, -0.5001, -0.148, -0.179
Si, 1.8127, 5.6023, 9.2225, 0.0782, 0.0615, 0.0503
Si, 1.9586, 9.2782, 9.2172, 0.2055, -0.1327, 0.0499
Si, 6.1702, 1.5618, 8.9217, -0.1666, 0.1014, 0.1448
Si, 3.8825, 6.1155, 10.211, 0.0759, -0.5988, 0.0756
Si, 5.7797, 9.1815, 8.9869, 0.0039, 0.0119, 0.0181
Si, 8.6356, 1.7283, 8.9974, 0.1147, -0.2129, 0.0661
Si, 9.6128, 5.6851, 9.2993, 0.0315, 0.0742, 0.0571
Si, 9.4279, 9.327, 9.2956, -0.1608, -0.0822, -0.0011
Si, -0.17, 0.2712, 11.5956, -0.1798, -0.0797, 0.4536
Si, 0.0126, 6.5614, 10.5374, 0.1185, -0.6338, 0.1636
Si, -0.0716, 9.0211, 10.3839, 0.0173, 0.8079, 0.0991
Si, 3.6938, 1.5272, 10.9986, 0.3219, 0.0676, 0.4166
Si, 5.785, 5.5445, 8.93, -0.1158, 0.0586, -0.0633
Si, 3.9565, 8.46, 10.3313, -0.0384, 0.5097, 0.1408
Si, 9.0896, 2.0027, 11.2683, 0.0277, 0.0843, 0.0703
Si, 7.5746, 6.0768, 10.3951, -0.0702, -0.6728, 0.1881
Si, 7.4749, 8.5212, 10.5187, -0.013, 0.4514, 0.1473
Si, 2.1817, 4.1362, 14.9479, -0.1233, -0.1526, 0.141
Si, 3.9324, 11.4062, 13.6727, -0.0794, 0.0389, 0.3349
Si, 5.6377, 9.0127, 12.9169, -0.1762, 0.0137, 0.1391
Si, 3.0617, 4.6606, 18.004, -0.0872, 0.0746, -0.0292
Si, 7.1839, 3.688, 12.612, 0.2972, -0.0638, 0.1613
Si, 1.6091, 11.0549, 15.596, -0.0756, 0.0284, 0.0196
Si, 9.7675, 3.7373, 13.5673, 0.0654, -0.2905, 0.146
Si, 7.4263, 13.0878, 19.9343, 0.0555, -0.0032, -0.049
Si, 10.4725, 6.2602, 17.7632, 0.0686, -0.053, 0.1004
Si, 4.988, 9.5942, 17.5553, -0.0954, 0.02, 0.1138
Si, 2.4466, 8.7999, 22.2052, -0.0861, 0.1668, -0.2194
Si, 11.9459, 1.722, 14.32, -0.1613, 0.089, 0.2663
Si, 4.2156, 12.341, 16.3821, 0.0156, -0.0839, 0.0801
Si, 8.401, 7.3224, 19.594, 0.078, -0.026, 0.0946
Si, 12.2092, 4.3566, 19.4914, -0.0999, 0.083, 0.0384
Si, 8.1771, 6.1875, 24.8392, -0.0248, -0.1474, -0.0184
Si, 5.672, 3.1633, 17.9603, -0.006, -0.0006, -0.0133
Si, 9.896, 2.846, 20.6974, -0.055, 0.0364, -0.1016
Si, 12.2391, 6.3697, 21.9736, -0.129, 0.1722, -0.2666
Si, 7.618, 5.5599, 17.2415, 0.025, 0.0488, 0.0363
Si, 3.2552, 11.4212, 22.4369, -0.1325, -0.2997, -0.282
Si, 4.9096, 9.8116, 20.7626, -0.1743, -0.0071, 0.0987
Si, 3.2378, 7.3193, 16.8812, -0.0503, 0.0106, 0.0709
Si, 5.9152, 7.4612, 15.6594, -0.0193, 0.0204, 0.1731
Si, 0.0064, 6.0784, 13.6706, -0.1015, -0.143, 0.2725
Si, 4.1653, 4.1352, 12.6132, 0.0673, 0.2275, 0.086
Si, 12.1363, 8.0649, 15.7473, 0.1101, 0.077, 0.0868
O, 9.296, 5.5748, 25.8614, 0.0377, 0.0259, 0.0585
O, 6.7479, 5.5802, 25.3517, -0.187, 0.1082, 0.1466
O, 3.7439, 5.3211, -2.7684, -0.0594, 0.0025, 0.0954
O, 9.5029, -0.3392, 0.8853, 0.2498, -0.0178, 0.2869
O, 6.8366, -0.3805, 1.08, -0.0231, 0.0537, 0.1681
O, 8.3748, 4.9845, 1.1757, -0.5867, 0.2204, -0.0351
O, 5.9297, 4.3918, 0.7551, 0.1178, -0.3019, 0.1762
O, 9.5584, 7.6792, 0.9488, 0.1785, -0.1044, 0.1075
O, 3.3888, 6.8022, -0.5161, -0.0035, -0.1353, 0.2044
O, 0.4672, 0.9882, 10.2647, 0.1725, 0.0741, -0.2368
O, 5.1699, 1.492, 10.2774, 0.2055, 0.0313, -0.2662
O, 9.8087, 0.5916, 11.7182, 0.233, -0.198, -0.0717
O, 0.3903, 6.0697, 12.0956, -0.0535, 0.2337, -0.3178
O, 2.6337, 8.5068, 23.8205, -0.0341, 0.1021, 0.1545
O, 6.4163, 9.752, 21.39, 0.0939, 0.0354, 0.0062
O, 10.4175, 5.2611, -0.5995, -0.0355, 0.0515, 0.249
O, 8.8237, 2.2927, 19.5781, -0.0311, -0.0478, 0.0265
O, 11.1092, 7.4478, 16.852, -0.0219, -0.0303, -0.0955
O, 4.3572, -1.2189, -3.1809, -0.039, 0.0226, 0.1031
O, 3.3641, -0.0114, -1.0514, -0.0814, 0.054, 0.1679
O, 2.9518, 6.3006, 18.1315, 0.05, -0.036, 0.002
O, 1.9974, 10.3905, 22.066, 0.1743, 0.056, 0.1288
O, 9.334, 7.4345, -1.7371, -0.1396, 0.0455, 0.3508
O, 7.251, 6.8475, -0.2339, 0.0613, -0.1791, -0.0975
O, 8.1736, 3.6988, 13.9311, -0.1779, 0.048, -0.2366
O, 10.1799, 5.2908, 13.8034, 0.0158, 0.0818, -0.1343
O, 12.8998, 7.825, 21.6076, -0.0233, -0.0913, 0.0832
O, 8.0571, 9.3819, -0.416, 0.012, -0.1413, 0.042
O, 9.926, 7.0202, 19.098, -0.0493, 0.0019, -0.0162
O, 11.5579, 7.61, 14.2695, 0.0091, -0.0298, -0.0459
O, 4.295, 11.2944, 21.1755, 0.0532, -0.0364, 0.0692
O, 10.6049, 2.6508, 14.4723, -0.0024, 0.0809, -0.1362
O, 0.0277, 10.2346, 11.6034, -0.0578, -0.1723, -0.2205
O, 4.34, 8.7053, 11.9531, 0.0526, -0.1897, -0.1434
O, 0.5239, 1.042, 12.8543, 0.0919, -0.1243, -0.2357
O, 9.9695, 3.2516, 11.9808, -0.1074, -0.0298, -0.1747
O, 3.4406, 2.9758, 11.731, -0.1018, -0.1374, -0.0969
O, 5.6448, 3.6252, 13.0395, -0.108, 0.0303, 0.0013
O, 3.6976, 0.3705, 12.1698, -0.1257, 0.0905, -0.2383
O, 7.9878, 0.2643, -1.2029, 0.0504, -0.089, 0.2094
O, 11.5547, 5.1303, 18.207, -0.0501, 0.0329, -0.0585
O, 7.4369, 5.033, 11.7128, 0.0738, 0.3073, -0.1616
O, 7.0059, 9.1565, 12.0199, 0.086, -0.192, -0.1872
O, 4.8491, 2.1209, 16.9909, -0.0229, -0.0113, -0.0258
O, 6.0969, 8.7138, 16.7245, -0.0046, 0.0103, -0.0671
O, 5.0955, 11.1109, 16.9955, 0.0195, -0.0533, -0.0252
O, 5.1958, 10.378, 13.687, 0.1132, -0.02, -0.0789
O, 3.448, 4.4507, 14.0164, 0.1046, -0.0423, -0.1304
O, 4.3712, 0.9528, 14.7642, -0.0234, -0.0667, -0.1128
O, 1.6565, 2.626, 14.6483, 0.0557, 0.0428, -0.1201
O, 12.4193, 5.4022, 20.7002, 0.019, -0.0154, 0.0968
O, 0.3465, 0.486, 15.3793, 0.1136, -0.0454, -0.0688
O, 4.1492, 5.5048, 11.7431, 0.0408, 0.1676, -0.024
O, 11.343, 3.061, 19.9776, -0.0385, -0.0439, 0.0253
O, 4.4921, 6.742, 16.0188, 0.0763, 0.064, -0.0738
O, 7.5687, 2.2588, 11.8631, -0.0745, 0.1762, -0.1002
O, 4.5692, 4.2533, 18.4294, 0.0333, 0.0151, 0.0373
O, 3.5295, 8.8631, 17.3361, 0.0538, -0.0544, -0.0666
O, 2.6407, 4.2382, 16.4927, 0.0238, 0.0001, -0.1026
O, 6.9154, 4.072, 17.3546, -0.0266, 0.0255, 0.0042
O, 1.0062, 5.1766, 14.5701, -0.0016, 0.1257, -0.0691
O, 4.8664, 7.7978, -2.5369, -0.0109, -0.0469, 0.1237
O, 2.6416, 11.8347, 16.6496, 0.0325, 0.0342, -0.0335
O, 0.8177, 9.662, 15.9807, -0.0167, -0.0578, -0.0107
O, 5.1496, 9.6162, 19.1712, 0.045, 0.0073, -0.069
O, 7.0721, 6.3541, 15.9227, -0.0408, 0.0263, -0.0666
O, 8.1807, 7.8303, 24.7447, 0.0587, 0.309, -0.0569
O, 6.21, 2.2747, 19.218, 0.0271, -0.0201, 0.0454
O, 2.2616, 7.5376, -2.8503, 0.057, -0.0396, 0.028
O, 3.1749, 3.421, -4.749, 0.0002, 0.0289, -0.0153
O, 1.9705, 7.33, 15.8949, 0.003, 0.0248, -0.0473
O, 3.8815, 8.6743, 21.3786, 0.0778, 0.026, 0.0245
O, 2.0797, 3.8623, 19.0258, 0.0427, -0.0009, -0.0154
O, 2.392, 5.9659, -4.9336, -0.0041, 0.0078, 0.0204
O, 9.2428, 5.4439, 17.0477, -0.0566, -0.0032, 0.0147
O, 7.3736, 6.5338, 18.5705, 0.0116, -0.0228, -0.0074
O, 5.9299, 7.9095, 14.0943, 0.0098, 0.0179, -0.1207
O, 2.5317, 10.7396, 14.2553, 0.0784, 0.0259, -0.0969
O, 10.6402, 6.5007, 22.2818, -0.05, -0.0871, 0.0639
O, 3.1676, 1.1644, -3.355, -0.0013, -0.0266, 0.0421

Results
free energy: -108444.333 eV
free energy less fixed offsets of O -569.03, Si -635.61 eV per atom: 3.457 eV
pressure: -0.93 GPa
stress xx, yy, zz, yz, xz, xy (GPa, positive in tension): 0.54, 1.87, 0.37, 0.05, -0.04, 0.52

The program warned: the cutoff lies below the one the program advises for these potential files.
